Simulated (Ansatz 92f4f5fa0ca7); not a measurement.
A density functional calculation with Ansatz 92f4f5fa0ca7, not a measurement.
Periodic cell of 224 atoms, Si133O88H3, from a study of silicon, its oxide and their interface. The atomic structure is a simulated model.
Doubt: the cutoff is far below the 930 eV that the study's wrapper takes by default for these files, so forces and energies are approximate.
This geometry differs little from another in the collection (a relaxation step or a small displacement).

Settings: functional PBE; potential files Ansatz PAW; basis plane waves; wave-function cutoff 580 eV; density cutoff ratio 5; exchange-correlation grid ratio 1; k mesh 1 x 1 x 1, Gamma-centred; self-consistency stop 5e-08 eV per atom in the density residual; occupations fixed; spin none; net charge +1 e, with a uniform compensating background and no finite-size correction.

Cell vectors (angstrom)
a 10.938 0 0
b 0 10.938 0
c 0 0 31.948

Atoms: element, x, y, z (angstrom)
Si 0.298 10.546 24.3978
Si 5.2289 0.1437 24.5302
Si 2.9758 2.3433 24.5301
Si 7.9406 2.9245 24.5029
Si 10.6295 5.4222 24.4482
Si 5.771 5.2056 24.4401
Si 2.5942 8.3571 24.5395
Si 8.5251 7.7775 24.4263
Si 1.3636 1.2254 25.8113
Si 6.823 1.3162 25.8045
Si 4.1428 4.0261 25.7272
Si 9.4811 4.024 25.9135
Si 1.3656 6.6764 25.6718
Si 6.9031 6.7494 25.817
Si 4.0916 9.535 25.9048
Si 9.612 9.4419 25.7143
Si 2.7216 -0.0537 27.2614
Si 8.243 -0.081 27.0872
Si 0.0075 2.6505 27.1427
Si 5.4719 2.6909 27.1891
Si 2.758 5.392 27.0868
Si 8.1909 5.424 27.2804
Si 0.0413 8.0981 27.1177
Si 5.5153 8.1449 27.1518
Si 4.0929 1.352 28.5661
Si 9.5758 1.2988 28.5058
Si 1.3745 4.0592 28.4907
Si 6.8135 4.0514 28.5881
Si 4.1053 6.7848 28.4914
Si 9.5962 6.8135 28.554
Si 1.3553 9.4841 28.5485
Si 6.862 9.5415 28.5088
Si 0.0106 -0.0359 29.8939
Si 5.4871 -0.0167 29.8898
Si 2.7324 2.7348 29.9038
Si 8.228 2.6949 29.8974
Si 0.0262 5.4418 29.8905
Si 5.4621 5.4563 29.907
Si 2.759 8.1656 29.8941
Si 8.222 8.1938 29.8991
Si 1.3673 1.3673 31.2643
Si 6.8362 1.3673 31.2643
Si 4.1018 4.1018 31.2643
Si 9.5708 4.1018 31.2643
Si 1.3673 6.8362 31.2643
Si 6.8362 6.8362 31.2643
Si 4.1018 9.5708 31.2643
Si 9.5708 9.5708 31.2643
Si 2.7345 0 0.6835
Si 8.2035 0 0.6835
Si 0 2.7345 0.6835
Si 5.469 2.7345 0.6835
Si 2.7345 5.469 0.6835
Si 8.2035 5.469 0.6835
Si 0 8.2035 0.6835
Si 5.469 8.2035 0.6835
Si 4.1031 1.3865 2.0575
Si 9.535 1.4116 2.0369
Si 1.3428 4.1352 2.0467
Si 6.8111 4.1175 2.0515
Si 4.0951 6.8677 2.061
Si 9.5604 6.8556 2.0556
Si 1.371 9.567 2.0318
Si 6.8107 9.589 2.0664
Si -0.0275 0.0137 3.3132
Si 5.4676 0.0435 3.4617
Si 2.7192 2.7749 3.3871
Si 8.1547 2.7695 3.4409
Si -0.0041 5.518 3.4392
Si 5.4636 5.5014 3.4213
Si 2.7588 8.2637 3.4474
Si 8.1945 8.2313 3.4186
Si 1.3564 1.3375 4.6551
Si 6.8124 1.4226 4.8699
Si 4.0039 4.2327 4.7679
Si 9.5375 4.1365 4.7822
Si 1.349 6.9433 4.7974
Si 6.8445 6.8445 4.8255
Si 4.12 9.6368 4.8618
Si 9.5147 9.7043 4.718
Si 2.7294 0.1334 6.1606
Si 8.2223 0.0783 6.2387
Si -0.0212 2.6808 5.9763
Si 5.3851 2.8558 6.1497
Si 2.6871 5.6289 6.228
Si 8.3926 5.6039 6.2769
Si 0.0196 8.4413 6.0472
Si 5.543 8.272 6.2028
Si 3.6987 1.8412 7.4868
Si 9.8329 1.2576 7.5349
Si 1.4015 3.947 7.2674
Si 6.4615 4.6597 7.1433
Si 4.2925 6.8153 7.569
Si 9.5768 7.3121 7.5178
Si 1.1346 9.9542 7.4871
Si 7.1823 9.3506 7.5444
O 9.618 6.6191 23.9066
O 4.1119 1.2538 24.0155
O 8.3388 8.2544 8.0828
O 2.5557 2.9505 7.9075
O 6.8544 4.0604 23.9429
O 1.4597 9.4347 24.0232
O 5.4441 5.6355 7.9842
O 0.0068 0.1149 8.0106
H 6.548 9.9149 8.7677
O 10.662 6.8933 8.7014
O 1.7444 9.2402 8.8364
O 4.2317 1.3148 8.9221
O 0.309 4.3484 8.4314
O 9.2447 2.0121 8.8922
O 3.7607 7.519 8.962
H 7.9302 8.3446 23.1857
H 8.6046 2.3271 23.3076
O 5.2608 5.9753 23.0762
O 2.2299 2.8422 23.1629
O 10.6826 0.1216 22.93
O 0.0383 4.3833 23.2022
O 3.4438 7.9115 23.2137
O 5.9115 10.3852 23.2047
Si 9.566 9.3209 14.9972
Si 2.4559 4.9596 11.6204
Si 0.8441 0.7014 14.711
Si 10.0442 9.9338 18.8667
Si 6.8322 0.394 11.6727
Si 9.5649 7.1941 12.7235
Si 2.0431 9.2057 17.9604
Si 2.9716 8.7152 9.7789
Si 4.177 2.5089 16.8588
Si 4.5089 7.1592 22.2406
Si 10.8687 5.3501 16.7674
Si 2.6147 6.3703 17.8814
Si 0.9718 2.5654 17.2699
Si 5.7368 6.6025 16.977
Si 8.5893 4.7307 11.4934
Si 10.9942 5.5167 9.5418
Si 3.099 0.1178 20.2071
Si 1.6305 7.5728 12.4815
Si 5.7205 9.8909 21.6559
Si 1.3627 1.8946 11.7854
Si 0.2584 0.5579 21.432
Si 2.6919 9.4507 14.8311
Si 8.9424 3.31 15.5627
Si 1.0232 3.4636 22.2645
Si 9.3593 1.8674 10.538
Si 5.5745 8.7828 15.0053
Si 6.8067 8.3061 12.2935
Si 3.0418 5.0683 20.4984
Si 9.4019 1.638 18.2433
Si 7.9495 0.9099 14.4423
Si 5.9634 4.295 15.1236
Si 7.0065 0.92 19.784
Si 5.57 5.4874 12.118
Si 4.6631 2.7042 19.7664
Si 4.037 0.6188 10.3836
Si 6.0387 0.2822 16.7865
Si 8.7201 7.6618 17.6075
O 0.1186 1.7645 18.4417
O 6.0084 9.6821 16.2853
O 1.486 5.5174 10.3708
O 6.9465 4.9067 11.3708
O 3.3985 1.677 19.8636
O 7.1086 7.2341 17.6968
O 6.9635 1.0635 13.1563
O 5.7079 7.128 11.94
O 5.4326 1.0441 11.1181
O 10.2644 10.668 20.3371
O 8.9747 8.7181 16.3826
O 1.8893 3.4542 11.9335
O 0.5913 1.8645 15.8297
O 8.9025 2.7131 17.109
O 8.8526 3.1254 11.459
O 4.9455 3.0721 18.1924
O 2.3596 11.0393 14.7492
O 7.0732 1.064 15.806
O 9.5493 5.2543 10.2603
O 2.5887 2.6305 17.1901
O 1.4492 6.104 16.6708
O 2.1681 7.7397 18.6366
O 5.9918 2.0326 20.4159
O 9.1686 8.5333 18.9451
O 3.6213 6.4896 21.0488
O 0.7895 1.3518 13.2127
O 2.1645 6.0492 12.8179
O 8.4232 1.7492 19.5718
O 1.8188 8.5016 13.8076
O 2.6611 1.0769 11.1671
O 9.2419 10.9843 17.8772
O 6.9724 10.5428 20.7902
O 9.1825 2.0013 14.5534
O 11.0007 7.4567 11.9903
O 6.7254 8.5815 13.8904
O 6.4684 0.3668 18.3435
O 0.3777 4.0401 17.6061
O 9.1739 5.5814 12.7886
O 8.543 10.3499 14.2741
O 8.2644 0.6821 10.8931
O 2.4409 8.1788 11.2076
O 4.2304 9.3444 14.304
O 6.552 9.7241 11.5519
O 5.6097 8.2433 21.6595
O 9.7512 7.9287 14.1582
O 8.3289 7.8612 11.8889
O 2.5153 5.1706 18.9638
O 1.7741 0.0378 21.139
O 1.7189 4.5326 21.2678
O 10.9759 1.6917 10.8167
O 10.0176 4.5841 15.5161
O 4.2952 4.0306 20.6143
O 5.5754 5.0176 13.6948
O 0.4991 9.6544 18.0824
O 4.2614 6.5157 17.6939
O 3.9805 9.9491 10.1029
O 2.5253 9.0174 16.4019
O 2.9547 10.2704 18.7816
O 7.4799 3.7253 14.9443
O 5.3181 7.3184 15.5886
O 10.8999 10.282 15.0651
O 4.3159 10.4188 21.0499
O 4.5538 0.9358 16.6402
O 4.7091 3.2942 15.5115
O 9.7569 6.3741 17.4303
O 0.2472 2.2258 21.4839
O 6.1896 5.1381 16.4942
O 4.1224 4.9914 11.4271

Results
free energy: -134646.962 eV
free energy less fixed offsets of H -15.97, O -568.88, Si -635.61 eV per atom: -1.482 eV

Forces (eV/angstrom), in the order of the atoms: element, x, y, z
Si -0.0031 0.0013 -0.0007
Si 0.0028 -0.0018 -0.0001
Si -0.0022 0.0022 -0.0013
Si -0.0001 -0.0007 -0.0013
Si 0.0016 -0.0008 -0.002
Si -0.0022 0.0006 -0.0014
Si 0.0008 -0.0026 -0.0025
Si 0.0001 0.0003 -0.0009
Si 0.0012 -0.0013 -0.0031
Si -0.0017 0 -0.0022
Si 0.0017 -0.0002 -0.0028
Si 0.0003 0.001 -0.0011
Si 0.0001 0 -0.0021
Si 0.0007 -0.0013 -0.0013
Si -0.0004 0.0021 -0.0028
Si 0.0014 0.0006 -0.0023
Si -0.0006 -0.0008 0.0019
Si -0.0005 -0.0005 0.0008
Si -0.0005 -0.0001 0.0019
Si -0.0004 -0.0017 0.0001
Si -0.0012 0.0002 0.0004
Si -0.0009 -0.001 0.0019
Si -0.0004 -0.0007 0.0004
Si -0.0003 -0.0006 0.0022
Si -0.0004 -0.0002 -0.0014
Si 0.0008 0.0004 -0.001
Si -0.0005 -0.0007 -0.0015
Si 0.0004 0.0025 -0.0018
Si 0.0008 0.0004 -0.001
Si -0.0008 -0.0003 -0.001
Si 0.0007 0.0018 -0.0014
Si -0.0007 0.0006 -0.0012
Si 0.0009 0.0011 0.0011
Si 0.0008 -0.0002 0.0007
Si 0.0006 0 0.0008
Si 0.0024 -0.0005 0.0009
Si 0.0006 0.0004 0.001
Si 0.0019 0.001 0.0009
Si 0.0009 0.0003 0.001
Si 0.0001 -0.0008 0.001
Si -0.0186 -0.1102 -0.0532
Si 0.0255 -0.1752 0.0174
Si -0.1041 -0.014 0.1284
Si 0.1386 -0.1051 -0.1265
Si 0.0831 -0.2033 -0.0113
Si 0.0213 -0.0069 -0.0458
Si 0.1029 -0.0836 -0.1191
Si 0.0005 -0.0026 0.1219
Si 0.0639 0.1067 0.0031
Si -0.1154 0.046 0.0748
Si -0.1247 0.2018 -0.0336
Si -0.0294 0.0291 -0.073
Si -0.0041 0.1538 0.112
Si -0.0338 0.0281 0.0711
Si 0.0339 -0.0486 -0.0937
Si -0.0476 0.1644 0.0261
Si -0.002 0.0026 -0.0021
Si -0.0038 0.0002 -0.0016
Si -0.0022 0.0036 -0.0008
Si 0.0002 -0.0006 -0.0041
Si -0.0039 -0.0027 -0.0011
Si -0.0026 0.0014 -0.0009
Si -0.0011 -0.0004 -0.001
Si -0.0056 0.0006 -0.0008
Si -0.0012 0.0003 -0.0005
Si 0.0036 -0.0029 -0.0006
Si -0.0018 -0.0116 0.0042
Si 0.0006 -0.0009 -0.001
Si 0.0002 0.0036 -0.0002
Si 0.0001 0.0017 0.0047
Si 0.0008 -0.0019 0.0034
Si 0.0063 -0.0024 0.0015
Si 0.0031 0.0022 0.0035
Si 0.0025 0.0002 0.0017
Si 0.0011 0.0112 0.0039
Si -0.0049 -0.0078 0.0061
Si -0.0019 0.0075 -0.005
Si -0.0071 -0.0035 0.0056
Si -0.0096 -0.0011 -0.0018
Si -0.0042 -0.0027 -0.0012
Si -0.0023 0.0057 0.0042
Si 0.006 0.0012 0.0018
Si 0.0028 -0.0004 0.0008
Si 0.0025 0.0089 0.0099
Si -0.0006 -0.0076 0.0004
Si 0.0032 0.0161 0.0049
Si 0.0012 0.0009 0.0034
Si 0.0115 -0.0002 -0.0042
Si -0.0044 -0.0112 -0.0114
Si -0.0012 0.0049 0.0041
Si 0.003 -0.0063 -0.0098
Si -0.0293 0.0098 -0.0201
Si -0.0064 0.0058 0.032
Si 0.0011 -0.0067 0.0039
Si 0.0079 -0.0027 0.0081
Si -0.0004 -0.0025 0.0038
O -0.0001 0 0.0017
O 0 0.0001 0.0019
O 0.0007 0.0031 -0.0037
O 0.0053 0.0046 0.0086
O -0.0004 0.0004 0.0017
O 0.0013 0.0004 0.002
O 0.0301 -0.013 0.0054
O -0.0042 -0.0046 -0.007
H 0 -0.0004 0
O -0.0057 0.0073 -0.0076
O -0.0014 0.0022 -0.0057
O 0.0028 0.0023 0.0009
O -0.0061 -0.0043 -0.0064
O 0.0005 -0.001 -0.0071
O 0.0087 -0.0108 -0.0371
H -0.0001 0.0001 0.0004
H 0 0 0.0005
O 0.0018 -0.0019 0.0042
O 0.0019 -0.0012 0.0043
O 0.0003 -0.0007 0.0044
O -0.0014 0.0022 0.0042
O -0.0018 0.0017 0.0043
O -0.0007 0.0013 0.0049
Si 0.0005 0.0007 0.0024
Si -0.0006 0.0001 0.0046
Si 0.0003 -0.0004 0.003
Si -0.0003 -0.0008 -0.0017
Si -0.0001 -0.0005 0.004
Si 0.0008 0.0009 0.0032
Si 0.0001 -0.0005 -0.0009
Si -0.0028 0.0007 0.0089
Si -0.0003 -0.0002 0.0006
Si -0.0005 0.0002 -0.0064
Si -0.0004 0.0002 0.0016
Si 0.0004 0.001 -0.0005
Si 0.0002 0.0004 0.0004
Si -0.0001 -0.0015 0.0007
Si -0.0001 0.0011 0.0051
Si -0.0015 0.0035 0.0117
Si -0.0002 0.0005 -0.0032
Si -0.0005 0.0009 0.0032
Si 0.0001 0.0021 -0.0063
Si 0.001 -0.0012 0.0045
Si 0.0003 -0.0014 -0.0064
Si 0 0.0011 0.0017
Si 0.0006 0.0006 0.002
Si -0.0001 -0.0003 -0.0063
Si 0.0004 -0.001 0.0073
Si -0.0005 0.0005 0.0025
Si 0 -0.0004 0.003
Si 0 -0.0009 -0.0039
Si 0.0005 0.0006 -0.001
Si 0.0008 0 0.0032
Si -0.0001 -0.0002 0.0031
Si 0.0005 0.0009 -0.003
Si 0.0002 0 0.0031
Si 0.0008 -0.0001 -0.0025
Si -0.0024 -0.0011 0.0057
Si -0.0004 0.0003 0.0004
Si 0.0004 -0.0003 0.0002
O -0.0002 -0.0001 0.0002
O 0.0003 0.0003 -0.0011
O 0.003 -0.0006 -0.0002
O 0.0007 -0.0006 -0.0025
O -0.0001 -0.0002 0.0007
O -0.0002 0 -0.0005
O -0.0003 0.0002 -0.0022
O 0.0002 0.0002 -0.001
O -0.0001 0.0013 -0.0028
O 0.0012 0.0015 0.003
O -0.0001 0.0001 -0.0006
O -0.0001 0.0007 -0.0017
O 0 0.0003 -0.0006
O 0.0003 -0.0003 0.0001
O 0.0001 -0.0009 -0.0026
O 0.0001 0 0.0015
O -0.0003 0.0004 -0.0014
O 0 0.0002 -0.0009
O 0.0008 0.0006 -0.0037
O 0 0.0002 -0.0003
O 0.0005 0.0003 -0.0002
O 0.0005 -0.0001 0
O -0.0001 0.0004 0.0012
O 0.0002 0.0008 0.0004
O 0.0013 0.0016 0.0029
O 0.0002 0.0011 -0.0031
O 0.0004 -0.0004 -0.0018
O -0.0006 0 0.0011
O -0.0002 -0.0005 -0.0016
O 0.0007 0.0005 -0.0016
O 0.0003 0 0
O -0.0009 -0.0014 0.0025
O 0.0001 0 -0.0014
O 0.0002 0.0002 -0.0009
O 0 -0.0005 -0.0017
O 0.0005 0.0005 0.0014
O 0.0002 -0.0002 -0.0003
O 0.0003 -0.0006 -0.0013
O -0.0004 0.0007 -0.001
O 0.0005 0.0011 -0.0025
O 0.0026 0.0016 -0.0065
O 0.0005 0 -0.001
O -0.0001 0.0013 -0.001
O -0.0005 -0.001 0.0019
O 0.0002 -0.0004 -0.0017
O -0.0006 0 -0.0015
O 0.0003 -0.0001 0.0023
O -0.0008 0.0007 0.0019
O -0.001 -0.0008 0.0028
O -0.0008 0.0008 -0.0022
O 0 -0.0001 -0.0009
O -0.0004 0.0009 0.0015
O 0 0.0005 -0.0027
O -0.0002 0.0003 -0.0001
O -0.0001 -0.0005 -0.0007
O 0 -0.002 -0.0027
O -0.0002 0.0004 0.0004
O 0.0005 0.001 0.0012
O -0.0001 0.0003 -0.0013
O -0.0001 -0.0001 0.0004
O -0.0003 -0.0001 -0.0012
O 0.0015 -0.0008 0.0019
O 0.0003 0.0004 -0.0006
O 0.0004 0.0001 -0.001
O -0.0001 0.0004 -0.0004
O 0.0006 0.0017 0.0023
O 0.0004 0.0027 -0.0014
O -0.0006 -0.0004 -0.002

The program warned: the cutoff lies below the one the program advises for these potential files; the exchange-correlation potential is rough where the density is thin.
